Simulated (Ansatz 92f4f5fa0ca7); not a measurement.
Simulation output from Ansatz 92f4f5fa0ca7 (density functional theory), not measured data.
Periodic cell of 223 atoms, Si132O90B1, from a study of silicon, its oxide and their interface. The atomic structure is a simulated model.
Doubt: the cutoff is far below the 930 eV that the study's wrapper takes by default for these files, so forces and energies are approximate.
This geometry differs little from another in the collection (a relaxation step or a small displacement).

Settings
functional: PBE
potential files: Ansatz PAW
basis: plane waves
wave-function cutoff: 580 eV
density cutoff ratio: 5
exchange-correlation grid ratio: 1
k mesh: 1 x 1 x 1, Gamma-centred
self-consistency stop: 5e-08 eV per atom in the density residual
occupations: fixed
spin: none
net charge: -1 e, with a uniform compensating background and no finite-size correction

Cell vectors (angstrom)
a, 10.938, 0, 0
b, 0, 10.938, 0
c, 0, 0, 32.1988

Atoms and the computed forces on them: element, x, y, z (angstrom), force x, y, z (eV/angstrom)
Si, 10.5816, 0.226, 24.8722, 0.0009, -0.0022, -0.0021
Si, 5.7298, 10.679, 24.7435, -0.0064, 0.0031, 0.0093
Si, 2.4761, 2.9164, 24.6465, 0.0022, -0.0043, -0.0005
Si, 8.4205, 2.4692, 24.837, -0.0029, 0.0088, 0.019
Si, 0.2715, 5.1659, 24.7636, -0.013, 0.0071, 0.0159
Si, 5.1455, 5.7514, 24.6976, 0.0132, -0.0041, 0.0053
Si, 2.9272, 8.0087, 24.607, -0.0071, 0.0113, -0.0055
Si, 7.9328, 8.4369, 24.7411, 0.0064, -0.0095, 0.0085
Si, 1.3282, 1.3811, 26.0402, -0.0065, 0.0055, 0.0169
Si, 6.8372, 1.31, 26.1232, 0.0127, -0.0065, 0.0154
Si, 4.0404, 4.1049, 25.9946, 0.0024, -0.0009, 0.0118
Si, 9.6064, 4.06, 26.0972, 0.0084, -0.0054, 0.01
Si, 1.394, 6.8256, 26.0092, 0.0013, -0.0026, 0.0082
Si, 6.7625, 6.8524, 26.0325, 0.0015, 0.0018, 0.0128
Si, 4.0996, 9.5338, 26.0059, 0.0066, -0.0014, 0.0092
Si, 9.4627, 9.5668, 26.1525, -0.0029, 0.0055, 0.0204
Si, 2.7261, -0.007, 27.3536, 0.001, -0.0019, 0.0129
Si, 8.1565, -0.0216, 27.567, 0.0066, 0.0074, -0.0268
Si, 0.0125, 2.7151, 27.5019, -0.008, -0.0056, -0.0248
Si, 5.4364, 2.7434, 27.3752, 0.0012, 0.0028, 0.0101
Si, 2.7275, 5.4651, 27.4418, -0.0026, -0.0031, -0.0044
Si, 8.1827, 5.4724, 27.365, -0.0022, 0.0007, 0.0074
Si, -0.009, 8.1807, 27.3847, -0.0008, 0.0028, 0.0084
Si, 5.4389, 8.199, 27.4623, 0.007, 0.0034, -0.0125
Si, 4.0798, 1.3628, 28.7579, -0.0001, 0.0014, -0.0078
Si, 9.5792, 1.3493, 28.8584, 0.0016, -0.0021, 0.012
Si, 1.3706, 4.1038, 28.831, 0.0049, 0.0046, 0.0111
Si, 6.8285, 4.0996, 28.7536, 0.0033, 0.002, -0.0009
Si, 4.0996, 6.8146, 28.8196, -0.0002, -0.0039, 0.014
Si, 9.5544, 6.8219, 28.7652, -0.0017, -0.0018, -0.0048
Si, 1.367, 9.5642, 28.7485, 0.0012, -0.0051, -0.001
Si, 6.7886, 9.5427, 28.876, -0.008, -0.0061, 0.0113
Si, 0.0237, -0.0294, 30.182, -0.0074, 0.0104, -0.0049
Si, 5.4284, 0.0106, 30.1802, 0.0133, -0.0149, -0.0009
Si, 2.7428, 2.7219, 30.1752, -0.0115, 0.0079, 0.0009
Si, 8.1934, 2.7445, 30.1581, 0.0026, -0.0045, -0.0039
Si, -0.0195, 5.4664, 30.161, 0.0003, -0.0037, -0.0045
Si, 5.4856, 5.4522, 30.1717, -0.0072, 0.0035, -0.0038
Si, 2.7241, 8.2068, 30.1455, 0.0049, -0.0003, -0.0042
Si, 8.2081, 8.1749, 30.1856, 0.0003, 0.0032, -0.0032
Si, 1.3824, 1.3485, 31.5557, 0.0033, -0.0096, 0.0044
Si, 6.8309, 1.3726, 31.52, 0.0015, 0.016, -0.0026
Si, 4.1213, 4.0852, 31.5442, 0.0156, -0.0025, -0.0005
Si, 9.5694, 4.0922, 31.5385, -0.0018, 0.0025, 0.0029
Si, 1.3583, 6.8424, 31.5065, -0.0022, 0.0054, -0.0051
Si, 6.8509, 6.8092, 31.5639, 0.0051, -0.0025, 0.004
Si, 4.0827, 9.5629, 31.5433, -0.0071, -0.002, 0.0092
Si, 9.5858, 9.5479, 31.5482, 0.0055, -0.0058, -0.0009
Si, 2.7471, -0.0138, 0.7421, 0.0086, 0.0083, 0.0043
Si, 8.2069, 0.0072, 0.6844, -0.002, -0.0153, -0.0031
Si, 0.0008, 2.7229, 0.7161, 0.0038, 0.0133, -0.0052
Si, 5.4953, 2.7236, 0.7239, -0.0068, -0.003, -0.0033
Si, 2.7413, 5.4922, 0.6715, -0.0075, -0.0025, -0.003
Si, 8.2249, 5.4418, 0.738, 0.0076, 0.0063, 0.0006
Si, 0.0258, 8.1849, 0.7195, -0.0085, -0.0039, -0.0021
Si, 5.4732, 8.2022, 0.7141, 0.0103, 0.002, -0.0037
Si, 4.1425, 1.3537, 2.0952, -0.0105, -0.0043, 0.0255
Si, 9.5707, 1.3425, 2.0854, -0.0001, 0.0074, -0.0151
Si, 1.3911, 4.1237, 2.0386, 0.0009, -0.011, 0.0162
Si, 6.8711, 4.0658, 2.1099, -0.0021, 0.001, -0.0111
Si, 4.1079, 6.8267, 2.0815, 0.0042, 0.0097, -0.0229
Si, 9.6002, 6.8224, 2.0878, 0.0021, -0.0054, 0.0041
Si, 1.3962, 9.5331, 2.1029, 0.0079, 0.0101, -0.0096
Si, 6.8368, 9.6013, 2.0673, -0.0005, -0.0042, 0.0101
Si, 0.0195, -0.0263, 3.4253, -0.0096, -0.0472, -0.0144
Si, 5.503, 0.0029, 3.5156, -0.0109, 0.0149, 0.0053
Si, 2.7795, 2.7796, 3.3877, 0.013, -0.0089, 0.0298
Si, 8.2018, 2.6665, 3.5064, -0.011, 0.0207, 0.0025
Si, 0.0458, 5.4603, 3.46, -0.0178, 0.0291, -0.0041
Si, 5.4768, 5.4423, 3.4263, 0.027, -0.0044, -0.0095
Si, 2.7992, 8.2096, 3.5028, -0.0224, -0.0058, -0.0091
Si, 8.2169, 8.2259, 3.3933, 0.0248, -0.014, -0.0049
Si, 1.4389, 1.3647, 4.6864, -0.0025, 0.0524, -0.0066
Si, 6.8178, 1.3593, 4.9744, 0.0365, -0.0005, 0.019
Si, 4.196, 4.0407, 4.8364, -0.0403, 0.0292, 0.0297
Si, 9.6046, 4.0663, 4.7945, 0.0017, -0.0063, -0.0314
Si, 1.4374, 6.8155, 4.8468, 0.0017, -0.0083, -0.0338
Si, 6.8261, 6.8769, 4.7239, -0.0323, 0.0314, -0.0174
Si, 4.1222, 9.6197, 4.9182, -0.0049, -0.0282, -0.0223
Si, 9.5852, 9.5388, 4.8025, -0.0483, 0.0417, -0.0024
Si, 2.862, 0.244, 6.1907, 0.2538, 0.2391, 0.0472
Si, 8.23, -0.0681, 6.2708, 0.001, -0.009, -0.0049
Si, 0.0757, 2.6744, 6.0855, 0.0448, -0.0737, 0.0236
Si, 5.3836, 2.6428, 6.4111, -0.2192, -0.2213, -0.0486
Si, 2.8433, 5.4484, 6.1861, 0.0675, -0.05, 0.0271
Si, 8.167, 5.4655, 6.0273, 0.0689, 0.0054, -0.1197
Si, 0.0618, 8.2005, 6.1709, -0.0294, -0.0891, -0.1512
Si, 5.5449, 8.2168, 6.2363, 0.0195, 0.0179, 0.0058
B, 3.853, 1.6437, 7.6706, -0.2524, 0.1088, -0.0052
Si, 9.8696, 1.1259, 7.4644, -0.0034, 0.0074, -0.0539
Si, 1.7571, 3.7168, 7.3539, 0.1087, -0.0523, 0.0356
Si, 6.6386, 4.3731, 7.4385, -0.0608, 0.048, 0.2589
Si, 4.4293, 6.6194, 7.5474, -0.0746, 0.016, -0.0419
Si, 9.4062, 6.9171, 7.3587, -0.0449, 0.0369, 0.1229
Si, 1.2071, 9.9593, 7.2592, 0.0451, 0.0905, 0.2786
Si, 7.2145, 9.1892, 7.6518, -0.0141, 0.0282, -0.0051
O, 8.3749, 8.0573, 7.9351, 0.002, -0.0529, 0.006
O, 2.849, 2.6491, 7.9444, 0.0467, -0.0299, -0.1342
O, 9.5138, 1.3524, 24.2789, 0.0051, -0.0023, -0.0333
O, 4.0424, 6.8657, 24.1239, -0.0007, 0.0025, -0.0137
O, 0.0381, -0.008, 7.9661, 0.059, -0.0007, -0.0379
O, 5.5568, 5.5081, 8.0268, 0.0729, -0.0651, -0.0029
O, 6.8455, 9.5718, 24.2, -0.0016, -0.0005, -0.0281
O, 1.3641, 4.0587, 24.1688, 0.0073, -0.0018, -0.0258
O, 3.8649, 7.3594, 8.9441, -0.0254, 0.0081, 0.0391
O, 1.0118, 4.3254, 8.6872, -0.002, -0.0039, -0.0221
O, 9.8782, 6.0331, 8.6842, -0.0163, 0.0338, -0.0168
O, 2.1535, 9.3809, 8.4793, -0.0184, -0.0795, 0.0337
O, 7.5318, 3.9205, 8.7677, -0.0241, -0.0022, -0.0351
O, 4.2886, 0.9919, 8.8912, 0.0043, -0.0218, -0.0129
O, 6.7638, 9.5317, 9.1985, 0.0075, -0.012, 0.0518
O, 9.2388, 1.847, 8.812, -0.0226, 0.012, 0.0458
O, 7.7147, 3.1627, 23.5232, 0.0033, -0.0077, -0.0228
O, 10.4913, 5.8432, 23.4512, 0.0079, -0.0074, -0.0261
O, 5.078, 0.4245, 23.3952, 0.01, -0.0053, -0.0159
O, 5.8556, 5.0921, 23.3632, -0.0092, 0.008, -0.0235
O, 3.1027, 2.2097, 23.2747, -0.0095, 0.0085, -0.0157
O, 2.285, 8.7297, 23.2373, 0.0151, -0.0144, -0.0165
O, 8.6108, 7.7512, 23.3978, -0.006, 0.0069, -0.0203
O, 0.2199, 10.3528, 23.579, -0.001, -0.0026, -0.0104
Si, 4.3867, 1.5712, 22.4711, 0.0032, -0.0025, 0.0483
Si, 3.4666, 7.944, 14.0075, -0.006, 0.0047, -0.0889
Si, 7.1078, 0.9625, 14.6547, 0.0023, -0.0047, -0.0734
Si, 0.9349, 9.3604, 22.5277, -0.0086, 0.0108, 0.0573
Si, 1.1603, 4.3127, 11.8578, 0.0051, 0.0138, -0.1193
Si, 6.243, 8.9714, 15.2967, 0.0087, -0.0031, -0.0728
Si, 0.6506, 1.37, 12.2779, -0.0017, -0.0023, -0.109
Si, 8.6165, 4.9597, 20.5099, 0.0018, -0.0007, 0.0282
Si, 0.383, 5.6662, 9.3255, 0.0243, -0.035, -0.0535
Si, 5.0787, 3.1304, 17.9071, -0.0002, 0.001, -0.0165
Si, 0.8637, 3.7546, 16.7247, -0.0044, -0.005, -0.0479
Si, 10.3863, 2.8507, 19.2167, -0.0023, 0.0014, 0.0025
Si, 5.2332, 1.2034, 10.1981, 0.0577, 0.012, -0.0332
Si, 0.872, 0.1792, 19.8455, -0.0103, -0.0015, 0.0194
Si, 6.6059, 9.4874, 10.8244, -0.0107, -0.0014, -0.1098
Si, 9.3246, 9.6876, 18.3125, 0.0037, -0.005, -0.0142
Si, 9.3546, 9.2707, 12.5496, 0.0073, 0.0007, -0.1037
Si, 6.571, 3.8488, 22.5948, 0.0066, -0.0037, 0.0567
Si, 2.4458, 8.0652, 9.3601, 0.001, 0.0309, -0.1069
Si, 10.5761, 7.3796, 17.0639, -0.0043, 0.0079, -0.0286
Si, 2.4949, 6.3057, 16.5614, -0.0072, 0.0051, -0.0434
Si, 10.1564, 4.5005, 14.165, 0, 0.0002, -0.0888
Si, 6.1212, 9.1946, 18.496, 0.0073, -0.005, -0.0087
Si, 7.9744, 2.5688, 9.5486, 0.0374, -0.0025, -0.0463
Si, 8.853, 2.1565, 12.4302, 0.0162, 0.0021, -0.1025
Si, 5.3239, 6.2537, 18.0485, -0.0015, -0.0029, -0.0014
Si, 3.9108, 0.5717, 19.4574, 0.0035, 0.0009, 0.0127
Si, 4.2667, 3.8299, 11.9869, -0.0095, -0.0042, -0.1253
Si, 5.5192, 6.6157, 12.1058, -0.0023, 0, -0.1045
Si, 7.9985, 2.5095, 17.2045, -0.0021, -0.0054, -0.0327
Si, 4.348, 2.4824, 14.9306, 0.0042, -0.0034, -0.0911
Si, 1.5214, 1.2211, 15.235, -0.0068, -0.0016, -0.0709
Si, 1.5417, 9.4166, 12.0188, -0.0034, 0.0055, -0.1126
Si, 8.0258, 6.8593, 13.8379, 0.0058, 0.0006, -0.0859
Si, 10.364, 9.8479, 15.4699, -0.0034, 0.0045, -0.0675
Si, 9.8016, 7.0129, 22.5618, -0.0005, -0.0006, 0.0543
Si, 8.1003, 5.4931, 17.4058, 0.0053, -0.0008, -0.0258
O, 6.0138, 7.9837, 11.2775, -0.0052, -0.016, 0.0494
O, 6.0001, 9.2103, 16.8792, -0.0014, -0.0019, 0.0326
O, 7.654, 1.3822, 13.1869, -0.0178, -0.0075, 0.0373
O, 0.8656, 1.7495, 13.8509, 0.0056, 0.0004, 0.0568
O, 9.4182, 6.2625, 16.8734, -0.0049, -0.0032, 0.0146
O, 6.7438, 6.208, 13.0987, 0.0025, 0.0007, 0.0423
O, 5.1129, 4.6659, 18.5832, -0.0006, 0.0004, -0.0036
O, 9.206, 2.1608, 18.2708, 0.0105, 0.0005, 0.0062
O, 2.3538, 0.1063, 19.0777, 0.0018, 0.0007, -0.0068
O, 9.3989, 10.2428, 16.755, -0.0068, -0.0006, 0.0291
O, 2.7688, 4.4336, 11.6993, 0.0107, -0.0037, 0.0558
O, 5.0517, 10.3338, 19.091, -0.0045, 0.0038, -0.0048
O, 9.4015, 3.2499, 13.4796, 0.0018, 0.01, 0.0514
O, 0.44, 1.7692, 19.9502, 0.0024, -0.0018, -0.0136
O, 3.1338, 1.3719, 15.0338, 0.0027, 0.0008, 0.0296
O, 8.155, 5.3899, 19.021, 0.0016, -0.0034, 0.0086
O, 3.8789, 6.6094, 17.3735, 0.0071, -0.0016, 0.0098
O, 4.5508, 3.2971, 16.3523, 0.0062, 0.0023, 0.0399
O, 9.0438, 5.6806, 14.2928, 0.0015, -0.0048, 0.0349
O, 5.4571, 2.7547, 22.1455, -0.0021, -0.0007, -0.0296
O, 10.6542, 4.1602, 15.6661, 0.0094, -0.008, 0.0417
O, 0.3222, 3.8684, 18.263, -0.006, -0.0043, 0.0123
O, 10.4105, 10.5198, 19.2131, 0.0076, 0.0046, -0.0023
O, 9.6222, 10.0394, 14.0173, 0.0082, 0.001, 0.0598
O, 10.8986, 8.1242, 22.0997, 0.0014, -0.0008, -0.0299
O, 1.1795, 2.1733, 16.5083, -0.0027, 0.0067, 0.0256
O, 9.7227, 3.7569, 20.4055, -0.0025, 0.0035, -0.0139
O, 8.1248, 4.0414, 16.6789, -0.0018, -0.0004, 0.0185
O, -0.0761, 9.1227, 11.8872, -0.0041, -0.0012, 0.0518
O, 6.562, 2.4231, 17.9781, -0.0034, -0.0001, 0.0045
O, 5.5127, 10.7325, 11.0806, 0.0022, -0.0022, 0.0308
O, 7.7331, 9.6011, 18.8277, -0.0059, 0, -0.0042
O, 9.9999, 1.0272, 12.0516, -0.0029, -0.0005, 0.0488
O, 1.2998, 6.9686, 9.0523, 0.0015, 0.0203, 0.0313
O, 0.6052, 4.7717, 13.3321, -0.0154, -0.0005, 0.0594
O, 5.6879, 7.6324, 18.9671, -0.0005, 0.0043, -0.0094
O, 5.2097, 5.1032, 11.4846, 0.0003, -0.0013, 0.0414
O, 2.6967, 7.0001, 15.1032, -0.0069, -0.0127, 0.0416
O, 0.8836, 2.7467, 11.4538, -0.0041, -0.0033, 0.0531
O, 0.8457, 10.6936, 15.5391, -0.0008, -0.0029, 0.0248
O, 2.377, 8.581, 10.9019, 0.0063, 0.0003, 0.0258
O, 4.6746, 2.4471, 11.1759, -0.006, 0.0233, 0.0448
O, 4.2686, 3.4816, 13.6233, -0.0027, -0.0132, 0.0808
O, 2.1788, 4.6979, 16.4746, 0.0014, -0.0009, 0.0169
O, 10.6852, 8.2596, 15.6847, 0.0019, -0.0089, 0.0297
O, 6.9231, 10.2935, 14.6576, -0.0045, -0.0049, 0.0364
O, 2.3114, 8.96, 13.4089, 0.01, -0.0096, 0.0512
O, 8.0298, 1.5302, 15.8944, 0.0029, 0.0072, 0.0332
O, 4.1093, 7.0041, 12.8444, 0, 0.0026, 0.052
O, 4.1584, 2.0197, 18.699, -0.0041, -0.0103, 0.0024
O, 7.2849, 4.4225, 21.2618, -0.0044, -0.0038, -0.0166
O, 8.396, 2.9377, 11.0855, -0.0194, -0.0056, 0.0244
O, 1.1674, 6.8818, 17.3491, 0.003, -0.0039, 0.007
O, 5.638, 1.5588, 14.7848, -0.0159, 0.0066, 0.0333
O, 8.0814, 9.784, 11.5921, -0.0004, 0.0043, 0.0423
O, 9.2027, 6.2882, 21.2383, 0.0034, 0.0042, -0.0185
O, 8.9346, 7.7357, 12.8398, -0.0087, -0.0083, 0.0502
O, 1.6266, 0.1243, 11.8636, -0.0062, 0.0002, 0.049
O, 6.6367, 6.1576, 17.056, -0.0044, 0.0006, 0.0111
O, 7.3613, 7.7982, 15.0175, -0.0091, 0.01, 0.0369
O, 1.2015, 10.2939, 21.2199, -0.0005, -0.0076, -0.0121
O, 10.0158, 8.2087, 18.3443, -0.0017, 0.0031, 0.0053
O, 3.9484, 0.869, 21.069, 0.0038, 0.0047, -0.0112
O, 0.3155, 5.3382, 10.9118, 0.0111, 0.0059, 0.0473
O, 6.7181, 1.5565, 9.6108, -0.0191, 0.0268, 0.0136
O, 4.7506, 8.7281, 14.6648, 0.0096, 0.0061, 0.0374

Results
free energy: -135249.807 eV
free energy less fixed offsets of B -154.04, O -568.88, Si -635.61 eV per atom: 3.953 eV

The program warned: the cutoff lies below the one the program advises for these potential files; the forces do not sum to zero within the program's tolerance; the exchange-correlation potential is rough where the density is thin.
